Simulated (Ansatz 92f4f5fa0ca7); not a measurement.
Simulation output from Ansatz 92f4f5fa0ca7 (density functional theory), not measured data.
Periodic cell of 184 atoms, Si120O64, from a study of silicon, its oxide and their interface. The atomic structure is a simulated model.
This geometry differs little from another in the collection (a relaxation step or a small displacement).

Settings: functional r2SCAN; potential files Ansatz PAW; basis plane waves; wave-function cutoff 800 eV; density cutoff ratio 5; exchange-correlation grid ratio 1; k mesh 1 x 1 x 1, shifted by 0.5 0.5 0 of a step; self-consistency stop 1e-10 eV per atom in the density residual; occupations fixed; spin none; net charge 0.

Cell vectors (angstrom)
a	10.888	0	0
b	0	10.888	0
c	0	0	26.622

Atoms and the computed forces on them: element, x, y, z (angstrom), force x, y, z (eV/angstrom)
Si	0.711	-0.6488	0.0859	-0.0071	0.0042	-0.0242
Si	2.8894	2.3565	-0.0802	-0.0039	-0.0058	-0.018
Si	-0.3214	5.5388	0.031	-0.0019	0.0025	-0.0171
Si	2.4017	8.3698	-0.0088	0.0077	-0.0088	-0.0149
Si	5.1069	0.1526	0.1856	0.0071	0	-0.0101
Si	7.84	2.92	0.0823	0.0033	-0.001	-0.0169
Si	5.5458	5.0064	0.1056	-0.0049	0.0003	-0.0166
Si	8.1241	7.4424	-0.1494	0.0124	0.0135	-0.0198
Si	1.4338	1.1961	1.3636	-0.0035	-0.0004	0.0027
Si	3.9884	3.8822	1.3666	-0.0023	-0.0023	0.0019
Si	1.2808	6.7634	1.3005	-0.0013	0.0021	0.003
Si	3.9756	9.4356	1.4183	-0.0013	-0.0019	0.0021
Si	6.739	1.3302	1.4063	0.002	0.0013	0.0003
Si	9.4597	4.0044	1.399	0.0012	0.0002	0.0061
Si	6.7048	6.5413	1.4148	-0.0031	-0.0015	0.0071
Si	9.7464	9.6034	1.4232	-0.0075	-0.0058	-0.0223
Si	0.0108	2.626	2.6554	-0.0002	-0.0011	-0.0042
Si	2.7434	-0.0589	2.8497	0.0009	0.0005	-0.005
Si	0.0394	8.1177	2.8024	0.0033	-0.0043	0.0005
Si	2.6926	5.3947	2.6325	-0.0023	0.0002	-0.0044
Si	5.4095	2.6611	2.8115	-0.0009	0.0027	-0.0024
Si	8.2422	0.044	2.7049	-0.0053	-0.0047	0.0044
Si	5.4635	8.108	2.6702	-0.002	-0.0023	-0.0013
Si	8.1647	5.36	2.8173	0.0028	0.0022	-0.0061
Si	1.3525	4.0377	4.0194	0	0.0028	-0.002
Si	4.101	1.3015	4.1756	0.0003	-0.0026	0.0041
Si	1.3655	9.49	4.1707	0.0016	-0.0035	0.0026
Si	4.0681	6.767	4.0266	0.0002	-0.001	-0.0026
Si	6.7826	4.0372	4.1507	-0.0004	0.0028	0.0031
Si	9.5379	1.3775	4.1119	0.0006	-0.0011	-0.004
Si	6.8549	9.4996	4.0129	-0.0033	0.0059	-0.0007
Si	9.5288	6.7675	4.1199	-0.0019	-0.003	-0.0017
Si	-0.0158	-0.0098	5.462	-0.0002	0.0029	0.0027
Si	2.7064	2.7117	5.434	0.0008	-0.0005	-0.0004
Si	0.0203	5.3991	5.4383	0.005	-0.0022	-0.0013
Si	2.7555	8.1224	5.4677	0.0021	0.0012	0.0031
Si	5.4963	-0.0578	5.4559	0.0034	0.0003	0.0038
Si	8.1748	2.7108	5.4959	0.0013	0.0016	-0.0019
Si	5.4196	5.4417	5.4373	0.0011	-0.0008	0.0007
Si	8.1717	8.1596	5.4316	0.0004	0.0013	-0.0009
Si	1.346	1.3674	6.7951	-0.0009	-0.0016	-0.0034
Si	4.0733	4.0779	6.7905	-0.0004	-0.0018	-0.0008
Si	1.3721	6.772	6.8125	0.0014	0.0009	-0.0014
Si	4.1125	9.4992	6.8248	0.0006	-0.0029	0.0004
Si	6.8117	1.3384	6.8289	0.0001	-0.0006	-0.0003
Si	9.5376	4.0889	6.8334	-0.0002	-0.0001	-0.0017
Si	6.7928	6.8155	6.7813	0.0001	-0.0023	0.0002
Si	9.513	9.526	6.8031	0.0014	-0.0021	-0.0028
Si	0.0079	2.717	8.1796	0.0025	0.0003	0.0028
Si	2.7287	0.0264	8.1336	0.0029	-0.0001	0
Si	0.0094	8.183	8.1423	0.0018	0.001	0.0001
Si	2.7485	5.43	8.1726	0.0018	0	-0.0004
Si	5.4427	2.7425	8.1642	0.0032	0.0003	0.0003
Si	8.1655	-0.0126	8.1733	0.0018	0.0033	0.0017
Si	5.4794	8.161	8.1904	-0.0012	0.0027	0.0003
Si	8.163	5.4832	8.1511	0.002	0.0018	0.0003
Si	1.4057	4.0593	9.5223	0.0031	-0.0009	-0.0021
Si	4.073	1.3829	9.5166	0.0002	0.0002	0
Si	1.3518	9.5821	9.4927	0.0004	0.0005	-0.0005
Si	4.1056	6.8087	9.5292	0.0003	0.0001	-0.0022
Si	6.798	4.1418	9.5204	0.0008	0.0002	-0.0018
Si	9.4957	1.372	9.5115	0.0004	-0.0002	-0.0031
Si	6.8254	9.5388	9.5558	0.0021	-0.0035	0.001
Si	9.5127	6.8627	9.5067	0.001	0.0019	-0.0014
Si	-0.05	0.0233	10.8743	-0.0011	-0.0014	0.0008
Si	2.7365	2.7049	10.9454	-0.0005	0.0001	0.0014
Si	0.0427	5.4923	10.7604	0.0008	0.0021	0.0009
Si	2.7668	8.2558	10.8074	0.0002	-0.0022	-0.0052
Si	5.4491	0.0413	10.8591	0.0009	0.0013	0.0013
Si	8.1528	2.7638	10.8497	-0.0011	-0.0027	0.0024
Si	5.4573	5.4867	10.9451	0.002	-0.0007	0.0029
Si	8.1887	8.2159	10.9486	0.0021	0.0001	0.003
Si	1.2869	1.349	12.2532	0.0041	0.0021	0.0039
Si	4.1145	4.0883	12.3013	0.003	-0.0002	0.001
Si	1.3902	6.8919	12.0673	-0.002	-0.0005	0.0022
Si	4.1081	9.5865	12.2337	0.0031	0.0001	0.0041
Si	6.7542	1.4328	12.2185	-0.0031	0.0004	0.0005
Si	9.5987	4.1376	12.0974	0.0007	-0.0008	-0.001
Si	6.8046	6.8983	12.3224	0.0025	0.0017	0.0035
Si	9.5198	9.6082	12.339	0.0005	0.0001	0.0041
Si	0.0096	2.8454	13.5857	0.0023	0.0004	-0.004
Si	2.5771	-0.1042	13.5754	0.0035	0.0065	0.0025
Si	0.0683	8.157	13.5345	-0.0028	0.0022	0.0036
Si	2.7429	5.586	13.4382	0.0012	-0.0034	0.0032
Si	5.5253	2.8052	13.7272	0.0022	0.0012	-0.0003
Si	8.129	0.1891	13.6422	-0.0008	0.0003	0.0006
Si	5.4798	8.3361	13.7121	-0.0008	0.0013	0.0059
Si	8.2597	5.4573	13.4789	0.0008	-0.001	-0.0008
Si	1.2	4.5104	14.7903	0.0039	0.0005	0.0136
Si	4.4715	1.5196	15.4334	-0.0016	0.0019	0.0162
Si	1.6792	9.1103	14.9502	0.0003	0.0016	0.0231
Si	3.9545	6.9822	14.8816	-0.003	-0.0025	0.0149
Si	7.3563	3.7789	14.7907	-0.0032	0.0077	0.007
Si	9.093	1.9898	14.8311	0.0062	-0.0016	0.0181
Si	6.5611	10.0327	15.0659	0.0012	-0.0008	0.0144
Si	9.8159	6.5903	14.7782	-0.0001	0.0036	0.0117
Si	23.6697	-3.0399	19.7829	-0.0005	-0.0026	0.0068
Si	30.2538	22.843	24.3463	-0.0034	-0.0063	-0.0274
Si	-19.671	37.4394	19.8417	-0.0035	0.0042	0.0133
Si	-24.6426	-24.6409	16.9669	0.0023	-0.004	0.0292
Si	11.2063	11.0741	23.6497	0.0056	-0.003	-0.0243
Si	41.2582	24.3773	19.7848	-0.0059	0.0001	0.0089
Si	-22.109	-17.833	21.6562	-0.0077	0.0045	-0.0123
Si	-0.2334	19.4569	21.8636	-0.0005	-0.0044	-0.0068
Si	-4.7609	37.1727	19.7605	0.004	-0.0067	0.0128
Si	4.2564	14.5538	21.5972	-0.0024	-0.003	-0.0082
Si	23.2148	-6.6876	24.3493	-0.0044	0.0026	-0.0299
Si	12.0406	42.6878	17.9054	0.0023	-0.0046	0.035
Si	-2.2326	-4.4009	22.0412	0.0043	0.0001	-0.0086
Si	-18.0541	-26.249	24.4613	0.0016	-0.0073	-0.0317
Si	-15.8042	-16.154	16.9236	0.0028	-0.0011	0.026
Si	-8.4393	24.8078	17.211	-0.0061	-0.0025	0.0313
Si	39.171	0.1449	19.9942	0.001	0.001	0.0047
Si	-3.8448	20.3979	24.7968	-0.0001	0.0101	-0.0242
Si	3.5786	21.1616	19.6194	0.0032	-0.0047	0.009
Si	-7.7451	-10.0024	22.4131	0.0022	0.0046	-0.0118
Si	5.9435	11.1638	22.9626	-0.0054	0.005	-0.0184
Si	30.2698	8.6076	19.9224	-0.0012	-0.0005	0.019
Si	-0.3687	1.5689	17.6066	0.0015	0.0011	0.0328
Si	-5.1182	-26.8353	22.4258	0.0073	-0.0071	-0.0137
O	7.3587	7.9745	-1.4916	0.0039	-0.0069	0.0177
O	4.0622	12.1437	-0.482	0.0023	0.0008	0.0061
O	-14.1712	1.2938	-7.0356	0.0007	-0.001	-0.0023
O	4.3655	22.1345	-3.2615	0.0025	-0.0034	0.0061
O	-12.1004	2.5386	-8.0417	0.0052	-0.0033	-0.0097
O	2.1442	14.9991	-10.5691	-0.0049	0.0023	-0.022
O	-32.0545	47.2783	-3.6205	0.0061	-0.0001	0.0152
O	14.318	2.4418	-4.4558	0.0029	-0.0096	0.0069
O	16.8626	0.628	-5.2038	-0.0024	-0.0007	0.007
O	-4.9957	-16.0078	-5.8339	0.0013	-0.0009	-0.0007
O	7.2909	6.188	-3.7371	-0.0039	-0.0015	0.005
O	18.1301	-23.0592	-6.5296	0.0023	-0.0011	-0.0017
O	5.2025	4.3224	-3.8637	-0.0042	0.0019	0.0053
O	11.9596	-3.0242	-5.4269	-0.0009	0.0006	-0.0011
O	-10.8658	16.3995	-11.2556	0.0005	0.001	0.0009
O	-8.321	21.5693	-8.2138	-0.0046	0	-0.0081
O	5.0978	-0.1659	19.1951	-0.0007	0.0001	-0.0037
O	-19.6988	6.3115	19.3317	0.0009	-0.0014	-0.0029
O	7.0221	12.2019	23.6345	0.0069	0.0002	0.0127
O	-1.1979	-3.3314	22.7007	0.0011	0.0002	0.0038
O	12.5783	0.8459	23.1117	-0.0065	-0.0021	0.0094
O	53.1016	24.5106	21.128	-0.0006	-0.0031	0
O	22.0215	9.657	22.9158	-0.0011	0.0052	0.0086
O	-17.1062	38.7515	16.0682	-0.0078	0.0094	-0.0177
O	3.169	4.734	21.0559	0.0019	-0.0028	-0.0002
O	20.7162	-9.8433	23.4247	-0.0013	-0.001	0.0122
O	-8.3375	5.3561	24.034	-0.0006	0.0026	0.0042
O	9.3967	-26.1364	26.0504	-0.0005	0.0008	0.0116
O	16.7149	21.024	25.6575	-0.0088	0.0065	0.0183
O	18.2304	9.3484	16.3302	-0.0059	0.0051	-0.0184
O	22.4383	26.0854	20.4232	0.0042	-0.0021	-0.0015
O	9.1585	7.4024	16.021	0.0083	-0.0058	-0.0209
O	3.8357	2.2457	16.7827	0.008	-0.0048	-0.0209
O	-1.3805	5.1367	21.9206	0.0023	-0.0019	0.0021
O	13.9993	-10.7795	20.9962	-0.0004	-0.0008	0.0035
O	10.7923	-10.777	18.2697	-0.0005	0.0033	-0.0131
O	-13.4233	-0.4245	24.9973	-0.0024	-0.0009	0.0024
O	2.8131	18.9104	15.4766	-0.0006	0.0029	-0.0098
O	9.7778	20.1374	20.6767	-0.0009	-0.0017	-0.0001
O	-1.2666	1.42	16.2758	-0.008	0.0037	-0.0246
O	19.5282	24.0165	25.4421	-0.0045	0.0092	0.0177
O	-14.1217	-6.9476	19.6729	-0.003	-0.0006	-0.0031
O	3.0313	-3.1683	25.1909	-0.0104	0.0115	0.0184
O	6.5263	-1.2174	23.2619	0.0023	-0.0034	0.013
O	5.2187	3.2846	20.3408	-0.0006	0.0031	-0.0028
O	-20.777	-24.0619	18.6576	-0.0025	0.0052	-0.011
O	8.7415	19.2961	18.3492	-0.0039	-0.0038	-0.0187
O	-24.0411	19.6867	27.1781	-0.0006	-0.004	0.0161
O	14.2029	30.4422	19.8714	-0.004	-0.0024	-0.0025
O	5.5444	-5.8913	18.3437	0.0012	0.0027	-0.0171
O	-9.7732	-1.0668	16.3039	0.0046	-0.0062	-0.0277
O	33.0831	-0.0274	25.2307	0.013	-0.0115	0.0375
O	0.341	4.8214	25.356	-0.0058	0.0069	0.022
O	26.4275	-4.0945	23.1495	-0.0059	0.0005	0.0118
O	12.0013	2.1168	17.2597	0.0023	0.002	-0.0043
O	17.6107	4.0004	26.14	0.0003	-0.0006	0.0048
O	-7.7297	-9.9399	14.6961	-0.0067	-0.0069	-0.0048
O	-8.6823	2.9912	25.1677	0.0027	-0.0033	0.0186
O	-19.1956	3.7883	18.6402	-0.0005	-0.0067	-0.016
O	-6.1218	16.6265	25.4992	0.0056	-0.007	0.0197
O	-16.2662	-10.6246	15.7133	0.004	-0.0003	-0.0031
O	-4.0185	17.8155	17.2029	0.001	-0.0025	-0.0071
O	-4.0528	-6.4302	16.2034	0.0049	-0.0098	-0.0165
O	-24.4124	28.9253	20.6034	-0.0002	0.0012	0

Results
free energy: -113256.639 eV
free energy less fixed offsets of O -570.45, Si -639.56 eV per atom: -0.639 eV

The program warned: the cutoff lies below the one the program advises for these potential files; the forces do not sum to zero within the program's tolerance; empty levels may hold ghost states of the PAW files; the exchange-correlation potential is rough where the density is thin.
